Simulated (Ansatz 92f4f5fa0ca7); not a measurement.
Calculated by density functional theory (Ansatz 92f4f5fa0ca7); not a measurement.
Periodic cell of 215 atoms, Si131O82As2, from a study of silicon, its oxide and their interface. The atomic structure is a simulated model.
Doubt: the cutoff is far below the 930 eV that the study's wrapper takes by default for these files, so forces and energies are approximate.
This geometry differs little from another in the collection (a relaxation step or a small displacement).

Settings: functional PBE; potential files Ansatz PAW; basis plane waves; wave-function cutoff 580 eV; density cutoff ratio 5; exchange-correlation grid ratio 1; k mesh 1 x 1 x 1, Gamma-centred; self-consistency stop 5e-08 eV per atom in the density residual; occupations fixed; spin none; net charge 0.

Cell vectors (angstrom)
a, 10.938, 0, 0
b, 0, 10.938, 0
c, 0, 0, 31.5432

Atoms and the computed forces on them: element, x, y, z (angstrom), force x, y, z (eV/angstrom)
Si, 10.4024, 0.5286, 24.1312, 0.0427, 0.0132, 0.0072
As, 5.9726, 10.5763, 24.2924, 0.0808, -0.1242, 0.0911
Si, 2.1095, 3.2457, 24.0321, -0.0285, 0.0259, -0.0195
Si, 8.7271, 2.2843, 24.2624, -0.0078, 0.0311, -0.0036
Si, 0.465, 5.0942, 24.0887, 0.0098, -0.0015, -0.0022
Si, 5.1076, 5.8978, 24.1974, -0.0336, -0.0303, -0.0508
Si, 3.436, 7.6495, 24.1429, -0.0385, 0.0173, 0.0151
As, 7.8209, 8.7062, 23.6558, 0.0435, 0.0035, -0.1077
Si, 1.2627, 1.4545, 25.3682, 0.0134, -0.0059, -0.0184
Si, 6.9502, 1.4309, 25.5688, -0.0109, -0.0109, -0.0302
Si, 3.9923, 4.122, 25.2762, 0.0274, 0.0079, 0.0144
Si, 9.6672, 4.1195, 25.4114, -0.0079, -0.0153, -0.0272
Si, 1.4841, 6.8377, 25.3108, 0.0214, 0.0035, -0.022
Si, 6.8643, 6.8888, 25.3952, 0.0088, 0.0795, -0.0616
Si, 4.13, 9.5085, 25.464, 0.0267, -0.0096, -0.0415
Si, 9.451, 9.6249, 25.2921, -0.034, 0.0132, -0.0895
Si, 2.6872, 0.0377, 26.6546, 0.0253, -0.0082, 0.021
Si, 8.2383, -0.0366, 26.8835, -0.0503, 0.0014, -0.0122
Si, 0.0145, 2.7734, 26.8685, -0.0099, 0.0033, -0.0237
Si, 5.3902, 2.792, 26.6873, 0.0118, -0.0358, 0.0142
Si, 2.7411, 5.4712, 26.7935, -0.0208, -0.0083, -0.0091
Si, 8.197, 5.4641, 26.6946, 0.0522, 0.0333, -0.0248
Si, -0.0161, 8.2212, 26.5757, 0.0032, -0.0451, 0.028
Si, 5.5291, 8.1799, 26.8452, -0.0001, 0.0581, -0.0112
Si, 4.0838, 1.3648, 28.0698, -0.0034, -0.002, -0.0015
Si, 9.5836, 1.3896, 28.1875, -0.0004, -0.0233, 0.065
Si, 1.3874, 4.1309, 28.1841, -0.0012, 0.0094, 0.0624
Si, 6.8223, 4.1063, 28.08, -0.0564, 0.0247, -0.0347
Si, 4.093, 6.8431, 28.154, 0.0365, -0.0468, 0.0192
Si, 9.5915, 6.8409, 28.04, 0.0044, 0.0131, 0.0066
Si, 1.3369, 9.5711, 28.0339, -0.0004, 0.0222, -0.0322
Si, 6.845, 9.5605, 28.2077, -0.0014, -0.0147, 0.094
Si, 0.0155, -0.0143, 29.4902, -0.0115, 0.0245, 0.0077
Si, 5.4512, 0.0188, 29.495, 0.0006, -0.0093, -0.0305
Si, 2.7458, 2.7278, 29.4965, -0.0002, -0.0045, -0.0066
Si, 8.1691, 2.7485, 29.4966, 0.0477, -0.0016, -0.0154
Si, -0.0126, 5.4952, 29.492, 0.0108, -0.0079, -0.02
Si, 5.4763, 5.4705, 29.4894, -0.0238, 0.0015, 0.0168
Si, 2.7073, 8.2242, 29.4732, -0.0033, 0.0059, -0.0058
Si, 8.2396, 8.1758, 29.4979, -0.0148, 0.0066, -0.0356
Si, 1.3673, 1.3673, 30.8594, 0.1217, -0.088, 0.0304
Si, 6.8362, 1.3673, 30.8594, -0.1944, 0.0207, 0.0429
Si, 4.1018, 4.1018, 30.8594, 0.1467, -0.0685, 0.0294
Si, 9.5708, 4.1018, 30.8594, -0.1262, 0.1183, -0.1385
Si, 1.3673, 6.8362, 30.8594, -0.0853, 0.1457, -0.0581
Si, 6.8362, 6.8362, 30.8594, 0.1176, -0.0913, 0.0442
Si, 4.1018, 9.5708, 30.8594, -0.1617, 0.0935, -0.1294
Si, 9.5708, 9.5708, 30.8594, 0.1162, -0.0915, 0.0744
Si, 2.7345, 0, 0.6835, 0.0889, -0.0974, 0.0518
Si, 8.2035, 0, 0.6835, -0.1976, 0.0225, -0.0438
Si, 0, 2.7345, 0.6835, -0.169, 0.1372, -0.0272
Si, 5.469, 2.7345, 0.6835, 0.0696, -0.1066, 0.0395
Si, 2.7345, 5.469, 0.6835, -0.1638, 0.112, -0.0392
Si, 8.2035, 5.469, 0.6835, 0.0807, -0.1612, 0.087
Si, 0, 8.2035, 0.6835, 0.1562, -0.1072, 0.0541
Si, 5.469, 8.2035, 0.6835, -0.0251, 0.1442, -0.0404
Si, 4.1115, 1.3529, 2.0521, -0.0015, -0.002, 0.0039
Si, 9.5394, 1.3864, 2.0401, 0.0052, -0.0191, 0.0037
Si, 1.3311, 4.1332, 2.0549, 0.0051, -0.0095, -0.008
Si, 6.8508, 4.0758, 2.0511, -0.0104, 0.004, 0.0118
Si, 4.0784, 6.8608, 2.0383, 0.0128, -0.0072, 0.0041
Si, 9.5882, 6.8183, 2.0499, -0.006, 0.0021, 0.0058
Si, 1.377, 9.5592, 2.0518, -0.0027, 0.0033, 0.0136
Si, 6.8295, 9.5749, 2.0643, -0.0094, 0.0007, -0.0081
Si, -0.0402, -0.011, 3.3458, -0.0346, 0.0097, -0.0559
Si, 5.4609, -0.0095, 3.4801, 0.0013, -0.0003, 0.0234
Si, 2.6965, 2.7238, 3.3454, -0.0092, 0.0026, -0.0588
Si, 8.1824, 2.7034, 3.4876, 0.0073, -0.0161, 0.022
Si, -0.0267, 5.4741, 3.5074, -0.003, 0.003, 0.0289
Si, 5.4562, 5.4718, 3.3316, -0.0094, 0.0205, -0.0704
Si, 2.7356, 8.2084, 3.4771, 0.0075, -0.0061, 0.0191
Si, 8.2177, 8.1826, 3.382, 0.0218, 0.0047, -0.0308
Si, 1.293, 1.3684, 4.672, 0.0066, -0.0068, 0.0215
Si, 6.8365, 1.3102, 4.9073, 0.0022, -0.0002, -0.0179
Si, 4.0623, 4.1199, 4.639, 0.0084, -0.0027, 0.0282
Si, 9.5269, 4.0702, 4.8915, 0.0002, 0.0102, -0.0255
Si, 1.3531, 6.8768, 4.8863, -0.0089, 0.0037, -0.0217
Si, 6.8323, 6.8021, 4.6879, 0.002, 0.0007, 0.0232
Si, 4.1031, 9.5677, 4.8901, 0.0033, 0.0046, -0.0193
Si, 9.572, 9.5679, 4.7402, 0.0037, -0.0012, 0.0138
Si, 2.6187, 0.0464, 6.1067, 0.0051, 0.0075, 0.0154
Si, 8.2277, -0.126, 6.2563, 0.0006, 0.0021, 0.0016
Si, -0.0226, 2.6565, 6.1839, -0.0095, 0.0011, 0.0122
Si, 5.376, 2.7732, 6.0676, -0.0051, -0.0031, 0.0161
Si, 2.7518, 5.4389, 6.124, -0.0035, 0.0112, 0.0094
Si, 8.0913, 5.4415, 6.1823, 0.0063, -0.0004, 0.0108
Si, -0.0034, 8.3043, 6.2292, -0.0001, -0.0049, 0.0068
Si, 5.5649, 8.1569, 6.1529, -0.0045, 0.0015, 0.0101
Si, 3.4677, 1.9559, 7.1709, 0.0206, -0.0243, 0.0057
Si, 10.0201, 0.8413, 7.4583, 0.0068, -0.0036, -0.0054
Si, 1.7655, 3.6703, 7.3306, 0.0061, -0.0005, 0.0098
Si, 6.2021, 4.5318, 7.3817, 0.005, -0.0001, -0.0012
Si, 4.6334, 6.3157, 7.2521, 0.0012, 0.0039, 0.0024
Si, 9.1686, 7.1916, 7.3194, -0.0005, -0.0019, 0.003
Si, 0.8899, 10.1667, 7.5179, -0.0042, -0.0003, -0.009
Si, 7.4183, 8.8943, 7.4791, -0.0011, 0.0021, 0.007
O, 4.5577, 6.6065, 8.8794, 0.0024, -0.0045, 0.0016
O, 1.3897, 3.9993, 8.9185, 0.0008, 0.0019, -0.0018
O, 9.7619, 6.547, 8.7315, 0.0031, -0.0005, 0.0026
O, 1.2997, 10.1273, 9.1489, 0.0021, -0.0001, 0.0109
O, 6.0556, 4.2274, 9.0203, 0.0006, 0.0024, 0.001
O, 3.6961, 1.6587, 8.7686, 0.002, -0.0034, 0.0135
O, 7.1572, 8.9869, 9.1299, -0.0019, 0.0036, 0.0005
O, 9.6465, 1.105, 9.0551, -0.0036, 0.0023, 0.0109
O, 8.2053, 2.7059, 22.7651, -0.007, 0.0218, -0.053
O, 10.9048, 5.6547, 22.5993, 0.0037, 0.0337, -0.0743
O, 5.2979, 0.362, 22.7825, -0.0054, 0.0392, -0.1348
O, 5.4656, 5.5008, 22.6232, 0.0094, -0.0037, 0.0005
O, 2.2609, 2.799, 22.4414, 0.0061, -0.0172, -0.024
O, 3.4467, 7.9505, 22.5094, -0.0259, 0.0045, -0.0253
O, 8.9563, 9.0745, 22.1076, 0.0607, -0.1151, 0.0819
O, -0.1354, 11.3124, 22.5353, -0.0189, -0.0042, 0.0099
Si, 2.176, 2.9524, 12.8614, 0.0031, -0.0005, 0.0025
Si, 8.6948, 1.3432, 10.3511, -0.0014, -0.0007, -0.0044
Si, 1.0984, 4.5276, 15.3051, 0.0176, -0.0027, 0.0068
Si, 7.5435, 5.6089, 12.1895, -0.0007, 0.0025, -0.0008
Si, 2.498, 8.2067, 21.2085, 0.0125, 0.0021, 0.0426
Si, 5.4258, 7.8353, 12.4491, 0.001, 0.0044, -0.001
Si, 9.3188, 0.4659, 15.4929, 0.0031, 0.0009, 0.0041
Si, 3.0004, 0.0163, 16.6965, 0.0088, -0.0048, 0.018
Si, 10.495, 1.1478, 12.5867, 0.0019, 0.0005, -0.0078
Si, 7.8054, 2.8463, 21.2055, -0.0559, -0.0455, 0.0525
Si, 9.1523, 8.7968, 14.4554, 0.0038, -0.001, 0.0032
Si, 1.4792, 4.7711, 10.3512, -0.001, 0.0063, -0.0022
Si, 4.5515, 9.4979, 19.1648, 0.0239, 0.0054, 0.04
Si, 11.1528, 6.127, 21.044, -0.0725, 0.0672, 0.0399
Si, 6.6662, 10.493, 14.8379, -0.0059, -0.001, 0.0036
Si, 5.4078, 0.7808, 21.2028, -0.0092, 0.0004, 0.068
Si, 2.3485, 9.8185, 10.3738, 0.0042, 0.007, -0.0046
Si, 0.5716, 10.6877, 21.2103, 0.0062, -0.0147, 0.0324
Si, 5.9419, 5.3642, 21.0803, 0.0161, 0.0171, 0.0054
Si, 3.6376, 7.0937, 10.1054, 0.0001, 0.0098, -0.0012
Si, 9.0721, 5.7038, 14.8219, -0.0116, -0.0058, 0.0085
Si, 3.6777, 4.235, 19.0684, 0.0124, 0.0029, 0.0271
Si, 10.0952, 3.6715, 19.3266, -0.0001, 0.0221, 0.0137
Si, 4.2994, 8.7356, 15.3404, 0.0015, -0.0038, 0.0029
Si, 0.5128, 1.947, 17.1509, 0.0021, 0.0068, 0.0151
Si, 6.932, 7.6026, 19.1765, -0.0037, 0.0034, 0.0218
Si, 5.3065, 3.6939, 16.7384, 0.0082, -0.001, 0.01
Si, 7.8455, 5.0185, 17.5187, 0.0001, 0.012, 0.012
Si, 6.6664, 9.9589, 10.3449, 0.0023, 0.0051, -0.0125
Si, 4.3864, 1.0691, 10.0873, 0.0049, 0.0043, -0.0105
Si, -0.021, 9.083, 11.899, 0.0069, 0.0006, -0.0054
Si, 9.3978, 8.7462, 20.5918, -0.1615, 0.0201, 0.1378
Si, 4.6024, 1.7176, 14.5873, -0.001, 0.0014, 0.0038
Si, 2.5498, 2.1891, 20.9568, 0.0868, -0.0409, 0.0207
Si, 6.3319, 3.3643, 10.375, -0.0061, -0.0095, -0.0038
Si, 3.4705, 5.9836, 16.6778, 0.0002, 0.0016, 0.0048
Si, 9.8901, 6.5285, 10.3464, 0.0027, 0.0042, -0.005
O, 0.1675, 2.6297, 18.5853, 0.0072, -0.0048, -0.0208
O, 2.9845, 9.7106, 15.5994, 0.0009, 0.0023, -0.0073
O, 10.9718, 4.7806, 20.1437, -0.0178, 0.0197, 0.0154
O, 7.6068, 2.464, 9.9422, 0.0011, 0.0008, 0.0022
O, 10.9289, 5.3299, 10.7959, 0.0018, -0.0004, -0.0014
O, 6.61, 6.7846, 12.8413, 0.0071, -0.0068, -0.004
O, 10.3409, 8.047, 10.7815, 0.0024, 0.0013, 0.0025
O, 7.7038, 9.4965, 13.9809, 0.0049, 0.0015, -0.0012
O, 8.4161, 6.2117, 10.9548, -0.0026, -0.0015, 0.0059
O, 5.3709, 10.4154, 20.2379, -0.0258, -0.0032, -0.0351
O, 2.1832, 3.713, 11.3993, 0.0008, -0.0008, 0.0022
O, 8.1573, 8.6335, 19.5114, 0.0815, 0.0028, 0.0836
O, 6.4351, 6.8254, 20.5393, -0.0091, -0.0278, 0.0001
O, 5.5426, 2.7976, 15.393, 0.0027, -0.0013, -0.0071
O, 1.4939, 0.9741, 20.597, 0.0196, 0.0213, 0.0058
O, 6.051, 9.0995, 11.5961, -0.0006, -0.0081, 0.0038
O, 4.7051, 5.0795, 16.1161, -0.0065, 0.0087, 0.0009
O, 6.6546, 3.9135, 17.6344, 0, -0.0024, -0.0089
O, 10.5137, 10.6549, 11.7967, 0.0032, 0.0052, 0.0052
O, 5.6324, 0.5534, 13.9943, 0.0035, 0.0032, -0.0016
O, 8.0982, 5.056, 15.9247, 0.013, 0.0052, -0.0165
O, 9.7661, 9.8216, 15.5792, -0.0005, 0.0009, -0.0024
O, -0.3501, 5.2067, 15.0833, 0.0039, 0.0029, -0.0045
O, 1.704, 6.8068, 20.8885, -0.043, 0.0085, 0.0182
O, 1.5813, 0.6888, 17.1948, -0.0029, 0.0048, -0.006
O, 6.7381, 1.6592, 20.8494, 0.0702, 0.0502, 0.0093
O, 1.0558, 1.7534, 12.7998, 0.0006, 0.004, -0.0003
O, 3.2206, 5.6072, 18.2655, 0.0057, -0.0052, -0.0141
O, 9.5643, 2.0204, 11.5691, 0.0064, -0.0041, 0.0024
O, 1.0467, 3.1525, 16.1847, 0.0009, 0.0097, -0.0063
O, 8.5845, 5.1671, 13.3631, 0.006, 0.0033, 0.0064
O, 10.3035, 8.5733, 13.3137, -0.0017, 0, 0.0019
O, 1.5327, 9.4414, 21.6604, 0.0154, -0.0171, -0.0006
O, 10.4187, 10.0071, 20.172, -0.0163, -0.0067, -0.0238
O, 3.1969, 0.2159, 10.8588, 0.0012, -0.0068, -0.0021
O, 5.0945, 2.3606, 10.8285, 0.0119, 0.0049, -0.0014
O, 1.7299, 4.136, 13.8688, -0.0072, -0.001, 0.0135
O, 7.911, 10.9103, 10.8279, 0.0038, 0.0033, -0.0026
O, 9.1838, 4.4947, 18.2611, 0.0071, -0.0069, 0.0067
O, 5.6884, 9.5393, 15.7573, 0.0035, 0.0028, -0.0059
O, 5.535, -0.0089, 9.6886, 0.0031, -0.001, 0.0155
O, 3.6163, 2.3176, 13.399, -0.0001, 0.0016, -0.0003
O, 2.0503, 5.6793, 15.9447, 0.0033, -0.0138, -0.006
O, 9.7551, 1.0533, 14.0295, -0.0004, -0.0003, -0.0003
O, 4.4024, 6.9773, 11.5247, 0.0022, 0.0001, -0.0012
O, 4.7468, 4.7368, 20.1837, -0.0031, 0.0029, -0.0101
O, 10.025, 1.3493, 16.6335, 0.0041, 0.0036, -0.0036
O, 6.6481, 4.3516, 11.6428, 0.0053, 0.0061, 0.002
O, 5.6715, 8.4602, 18.5753, -0.0077, 0.0024, -0.0019
O, 9.1508, 2.7481, 20.2935, 0.0056, 0.0041, -0.0001
O, 3.6947, 1.1932, 15.8277, 0.0038, 0.0016, -0.0083
O, 4.2497, 3.1984, 17.9094, 0.0003, 0.0089, -0.001
O, 10.0967, 7.2583, 20.5466, 0.0956, -0.0776, -0.0058
O, 3.3379, 8.6657, 9.7918, 0.0015, -0.0049, -0.0013
O, 3.9641, 7.494, 16.3396, -0.0024, -0.0091, -0.0044
O, 7.6858, 0.5145, 15.6991, 0.0031, 0.0009, -0.003
O, 8.9108, 7.3133, 15.0371, 0.0029, -0.0006, -0.0019
O, 4.0811, 1.6538, 20.9032, -0.1019, 0.0475, -0.001
O, 1.6053, 9.1535, 11.6874, -0.0042, -0.0021, 0.0047
O, 2.3263, 6.152, 10.1899, 0.0006, -0.0032, -0.0037
O, 7.3904, 6.4816, 18.0779, 0.0051, -0.0179, -0.0097
O, 7.2041, 4.3401, 20.9739, -0.0104, -0.0187, -0.0036
O, 4.5686, 8.3101, 13.7709, 0.0006, 0.0007, 0.0035
O, 3.3817, 8.6326, 19.914, 0.0019, -0.0023, -0.0054
O, 2.508, 3.4084, 19.857, 0.0224, -0.0026, 0.0049
O, 3.8393, 10.4268, 18.0114, -0.0075, 0.0056, -0.0138

Results
free energy: -139623.742 eV
free energy less fixed offsets of As -4856.12, O -568.88, Si -635.61 eV per atom: 1.568 eV

The program warned: the cutoff lies below the one the program advises for these potential files; the forces do not sum to zero within the program's tolerance; the exchange-correlation potential is rough where the density is thin.
